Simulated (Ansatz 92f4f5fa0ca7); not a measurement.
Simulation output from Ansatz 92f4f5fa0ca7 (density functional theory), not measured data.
Periodic cell of 188 atoms, Si104O84, from a study of silicon, its oxide and their interface. The atomic structure is a simulated model.

Settings: functional PBE; potential files Ansatz PAW; basis plane waves; wave-function cutoff 700 eV; density cutoff ratio 5; exchange-correlation grid ratio 2; k mesh 2 x 2 x 1, shifted by 0.5 0.5 0.5 of a step; self-consistency stop 5e-08 eV per atom in the density residual; occupations Fermi-Dirac, 0.05 eV; spin none; net charge 0.

Cell vectors (angstrom)
a	11.5983	0	0
b	0	11.5983	0
c	2.9634	4.2617	23.8777

Atoms and the computed forces on them: element, x, y, z (angstrom), force x, y, z (eV/angstrom)
Si	4.6065	9.4227	-0.126	0.0008	-0.1281	-0.0491
Si	3.7102	3.3638	-0.3426	0.1287	0.0052	-0.1603
Si	5.1253	4.6254	2.1067	-0.5799	-0.2659	-0.1962
Si	4.8205	7.6761	-2.5209	-0.1221	0.075	-0.1231
Si	8.0934	0.7415	1.9825	-0.0043	-0.1637	-0.4104
Si	8.0813	4.0299	-0.873	0.0731	0.0585	-0.472
Si	11.9095	6.7708	0.2908	0.0896	-0.0506	-0.0822
Si	10.654	-0.2386	0.1616	0.0524	0.1059	-0.0916
Si	10.1905	2.117	-1.2839	0.0097	0.2087	-0.2895
Si	7.5976	8.5198	1.9748	0.2147	0.1017	-0.3223
Si	5.1836	0.7395	0.5752	-0.2848	-0.2409	0.2909
Si	7.5629	4.7111	2.0078	0.6637	0.0925	-0.2461
Si	9.5452	8.495	-0.5024	-0.1407	0.0152	-0.1698
Si	12.8662	0.372	2.264	-0.078	-0.0844	-0.6165
Si	12.3332	3.5713	0.6329	-0.0843	-0.1425	0.2719
Si	5.1893	8.5943	2.0492	-0.1472	0.0001	-0.1176
Si	3.7863	0.6387	2.4296	0.209	0.1542	-0.1417
Si	5.4202	4.594	-2.1777	0.1291	0.2916	-0.3302
Si	8.1975	-1.204	3.3167	-0.005	0.0408	-0.0107
Si	8.221	2.791	3.2166	-0.1988	-0.0841	-0.0074
Si	8.1788	6.6243	3.2793	-0.0843	-0.0215	0.0364
Si	12.2981	-1.5273	3.6173	-0.0629	-0.2688	0.1378
Si	12.2398	2.637	2.9407	0.0429	-0.0859	-0.0442
Si	12.21	7.6195	3.3849	0.0843	-0.116	-0.3587
Si	4.5239	-1.2763	3.5507	-0.1887	-0.0332	0.1031
Si	4.5001	2.7334	3.4274	0.043	0.0469	0.0484
Si	4.5578	6.6097	3.307	0.1376	0.2565	0.0027
Si	6.4472	-1.1762	4.8795	0.1275	-0.1245	0.1302
Si	6.4284	2.7766	4.8115	-0.0371	0.0246	0.1468
Si	6.3891	6.6183	4.8611	0.0625	-0.0229	0.0278
Si	10.2072	-1.0918	4.6138	-0.1202	0.0799	-0.0582
Si	10.2629	2.823	4.3688	0.1578	0.0578	0.116
Si	10.2167	6.7464	4.5194	-0.0975	-0.0488	-0.0152
Si	14.2006	-1.3201	4.945	0.1341	-0.1343	0.1087
Si	14.0428	2.8876	4.5113	-0.1063	0.1193	0.0586
Si	14.1298	6.731	4.6141	0.0781	-0.0421	-0.0964
Si	6.4664	8.4925	6.3129	-0.0353	-0.0455	-0.2403
Si	6.4874	0.8187	6.0685	0.1155	0.1943	-0.0504
Si	6.3388	4.7303	6.329	0.0001	0.0279	-0.0292
Si	10.1333	8.6109	5.9814	0.1738	0.0002	-0.0224
Si	10.2893	0.9338	5.8302	-0.0261	-0.0838	0.1691
Si	10.1616	4.711	5.8694	0.0544	0.1449	-0.0057
Si	14.2447	8.3622	6.3243	-0.1357	0.3178	0.0816
Si	14.1238	0.8801	5.8157	-0.0052	0.0815	0.0425
Si	14.0038	4.7436	5.9818	-0.0951	-0.1534	0.0041
Si	8.4428	8.5331	7.6169	0.0204	0.1476	-0.0138
Si	8.4466	0.905	7.346	0.0994	-0.1174	-0.053
Si	8.3844	4.7263	7.6419	0.0074	-0.1949	-0.3021
Si	12.0909	8.5739	7.2982	-0.1239	0.0727	0.102
Si	12.2385	0.9354	7.2098	0.0473	-0.0441	-0.2803
Si	12.0222	4.825	7.2987	-0.0335	-0.006	-0.0483
Si	4.5799	8.4262	7.713	0.0858	-0.1913	0.2817
Si	4.4452	0.7837	7.1546	0.0633	0.0388	0.0293
Si	4.2247	4.5732	7.5621	-0.0429	0.0233	0
Si	8.4137	-0.9923	8.7782	0.2628	-0.0017	-0.0846
Si	8.427	2.6615	8.9327	0.0683	-0.079	0.1502
Si	1.4844	6.7452	10.3488	-0.5671	-0.0223	0.6752
Si	6.4559	10.9411	10.0221	-0.3225	0.1901	-0.0678
Si	12.1493	2.8571	8.6106	-0.1406	-0.1465	-0.0788
Si	11.5135	6.7374	8.6324	-0.0093	-0.0637	-0.2884
Si	13.8511	12.3918	11.1664	-0.1943	-0.7611	0.0811
Si	4.494	2.4777	8.6912	0.2854	-0.259	0.1761
Si	2.4939	2.6736	9.8785	0.2219	0.5093	0.1993
Si	2.789	8.564	11.1031	0.0434	0.0981	0.0276
Si	4.5822	-1.0312	8.573	-0.0235	0.2893	0.0624
Si	3.3496	5.3822	9.7342	0.7319	-0.3377	0.2718
Si	10.4026	-0.3619	9.8953	0.0027	0.1178	0.2366
Si	10.459	2.1161	10.1241	-0.0088	0.2682	0.2839
Si	6.2137	8.9483	11.4433	-0.0134	0.4103	0.2177
Si	12.2138	-1.0012	8.5478	0.1565	-0.0893	-0.1815
Si	14.2108	10.541	9.8193	-0.2056	-0.031	-0.0047
Si	9.0917	6.6626	8.933	-0.0728	0.151	0.6005
Si	6.5402	2.2349	12.4042	0.1385	0.0028	-0.1584
Si	3.7056	14.885	15.565	0.0296	0.0128	0.4157
Si	-0.444	11.0011	12.0675	-0.0468	0.0671	-0.3535
Si	10.9912	14.6225	13.3048	-0.0937	-0.0504	0.0796
Si	3.4986	5.9248	14.2358	-0.0236	-0.2757	0.0366
Si	3.7461	8.8825	13.3486	-0.2854	-0.396	0.05
Si	9.0313	12.604	13.9086	0.1087	-0.1534	0.1968
Si	4.7631	7.7408	10.0245	-0.1853	-0.5046	-0.188
Si	10.9645	12.2921	17.71	-0.0104	-0.0663	0.1849
Si	12.9176	12.6642	20.2972	0.0289	0.0389	-0.3763
Si	10.5434	8.5435	13.6511	-0.0133	0.0445	0.2753
Si	12.4334	8.117	20.4364	-0.0525	-0.0282	-0.2127
Si	12.9249	13.1553	15.3123	-0.0789	0.1358	0.4173
Si	8.0396	16.4275	19.1639	-0.0136	-0.0222	-0.0426
Si	12.0833	5.9026	13.1854	0.0627	0.0988	0.0507
Si	15.3571	2.7979	19.9994	-0.0051	0.0408	-0.158
Si	3.4791	10.878	14.7162	-0.367	-0.2582	0.1555
Si	5.0712	8.5076	18.8083	-0.0105	0.0202	0.017
Si	4.5568	1.5229	13.2809	0.0101	0.1662	-0.0398
Si	6.4703	1.853	10.0854	-0.1902	0.0165	-0.3012
Si	7.7029	8.3145	17.4146	0.0691	0.0077	-0.0131
Si	8.0057	7.485	11.9167	0.2335	0.0036	0.3581
Si	14.4417	10.2432	19.4645	0.014	-0.0228	-0.1726
Si	5.1227	5.471	19.0954	-0.0078	-0.0547	-0.0014
Si	6.7545	5.5879	16.6142	0.0342	0.1142	0.358
Si	15.6991	10.4991	16.9012	-0.05	-0.0827	0.6672
Si	8.3678	1.8882	18.7773	0.024	-0.0112	0.0821
Si	5.4587	13.1994	17.5808	0.0086	0.0032	0.2086
Si	5.1035	1.2334	22.3231	0.2463	0.125	-0.3257
Si	9.3783	10.3846	16.032	0.0378	-0.0875	0.1785
Si	6.4063	5.1926	13.5188	-0.2711	0.0297	0.2953
Si	9.6929	7.322	19.3421	0.0105	-0.0375	-0.0667
O	2.9812	9.3327	-0.3797	0.0594	0.0241	0.1536
O	6.7131	8.5861	18.7107	-0.0629	0.0197	0.0206
O	4.6	2.0027	-0.2744	0.1413	0.0208	-0.1163
O	8.6353	2.4817	-0.871	-0.028	0.0223	0.1089
O	8.3962	4.7909	0.5252	-0.2968	0.0284	0.4505
O	8.1679	8.5314	0.3742	-0.2399	-0.0095	0.4367
O	6.7836	0.906	0.9555	0.0337	-0.0076	0.2331
O	6.4713	4.0778	-1.0441	-0.0466	-0.097	0.1707
O	4.2112	4.5201	0.7023	0.2244	0.1972	0.1933
O	5.3878	8.6451	-1.3406	0.0217	-0.0043	0.0363
O	10.3673	7.1432	-0.0856	-0.0473	-0.0638	0.0366
O	9.4848	0.3808	1.122	-0.2038	0.266	0.2259
O	12.1477	0.0601	0.7612	0.115	0.1086	0.328
O	11.1237	2.8299	-0.1573	0.0069	-0.0017	-0.0469
O	12.3365	7.3315	1.7505	-0.0227	0.0775	0.4104
O	12.1342	5.1633	0.3664	-0.002	0.0158	-0.0515
O	15.1246	12.5615	12.1622	0.1469	-0.1038	0.1253
O	6.794	3.8256	12.7375	0.1343	-0.2179	0.0154
O	8.5935	6.763	10.5572	0.1462	-0.0335	-0.6342
O	2.9972	4.0671	10.7387	-0.2225	-0.0192	-0.6323
O	9.2221	8.5553	-2.1207	0.0365	-0.0178	0.319
O	11.8471	12.2841	19.1026	0.0504	0.0221	0.0898
O	8.0125	9.6795	16.5952	0.0164	0.0292	-0.029
O	16.1787	8.958	17.2963	-0.0528	0.1254	-0.1862
O	3.1907	7.8175	-2.5636	-0.0533	0.0144	0.0623
O	8.3668	12.2939	19.8847	-0.049	0.003	0.0686
O	5.0565	10.9807	-0.3302	0.1626	0.1015	0.0953
O	9.0001	8.4389	20.2762	-0.0926	0.0094	0.2174
O	2.1418	3.0554	-0.0405	0.0432	0.0083	-0.0255
O	15.9221	9.59	19.8121	0.0003	-0.0153	0.0136
O	12.8363	7.4219	-0.8704	-0.163	-0.1463	0.1691
O	13.7562	2.4311	19.8943	-0.017	-0.0426	0.0809
O	10.4802	-1.8314	-0.0716	0.0247	-0.0145	0.0462
O	10.4893	0.5231	-1.2886	0.0136	-0.1364	0.2002
O	10.4337	2.6966	-2.7964	-0.0198	-0.0144	0.2421
O	8.7941	4.7166	-2.2016	-0.031	-0.0235	0.2167
O	12.2857	13.9085	14.0145	0.036	-0.0784	-0.202
O	14.4503	10.8407	17.9399	0.1069	-0.0542	-0.166
O	3.8766	14.4185	14.0147	0.0338	-0.0811	-0.1163
O	6.9813	7.2054	16.4562	0.0133	-0.0662	-0.0699
O	11.8093	12.788	16.425	0.0799	0.0267	-0.2114
O	11.4306	7.202	13.9594	0.0497	0.0076	-0.091
O	4.8154	5.546	13.3302	0.005	0.0872	-0.1493
O	9.687	14.0829	14.1443	-0.0528	-0.0365	-0.081
O	11.138	16.225	13.537	-0.0379	-0.0009	-0.0991
O	2.0246	5.6037	13.6211	0.0856	0.0664	-0.0621
O	3.5493	7.5613	14.4004	0.168	0.5795	-0.2429
O	4.9528	14.2494	16.4266	-0.1035	0.0235	-0.1483
O	3.5871	16.5259	15.5569	-0.014	0.013	-0.1098
O	10.3576	10.8114	17.2945	-0.0328	0.0177	-0.1101
O	10.1533	9.3301	15.0391	0.0394	-0.0864	-0.1742
O	2.0725	11.781	14.804	0.3283	-0.1563	-0.101
O	0.9298	11.9053	12.0362	-0.0641	0.0031	0.151
O	4.7576	0.244	14.2873	-0.1092	0.1486	0.0333
O	13.9308	14.184	16.1104	0.0414	-0.0302	-0.1905
O	7.3425	6.3648	12.9125	0.0397	0.0286	-0.0992
O	4.8025	6.0454	10.2826	-0.3338	0.7379	0.0257
O	7.05	1.8502	17.8217	-0.0386	0.0049	-0.0498
O	12.1026	6.1194	11.5734	0.1813	0.0565	-0.272
O	3.9558	3.9475	-1.8616	-0.1677	-0.1506	0.3018
O	5.3887	5.3001	17.4871	0.0756	0.0252	-0.1077
O	8.419	3.3095	19.5759	-0.0299	0.0272	0.0311
O	5.3469	9.076	12.9034	0.175	-0.0943	-0.3949
O	9.1627	7.7052	17.8511	-0.0307	-0.0399	0.0292
O	9.2065	5.8127	19.7317	-0.0058	0.0087	0.0138
O	5.3094	6.1973	-2.1395	0.0207	-0.1925	0.0738
O	9.2091	8.1868	12.7904	-0.1896	-0.1363	-0.1865
O	10.7635	14.3174	11.6986	-0.0086	-0.2057	-0.4134
O	8.8572	11.746	15.2844	-0.0319	0.1245	-0.1863
O	10.0303	11.7087	12.9977	0.0499	0.0418	0.0771
O	7.9628	4.9377	17.5195	-0.0565	0.0527	-0.0736
O	14.0208	11.4498	20.465	-0.0235	0.0005	0.0786
O	7.631	1.2103	13.1178	-0.0519	0.1969	-0.0848
O	4.6106	1.9163	18.9328	0.0038	-0.0029	-0.0261
O	5.2809	11.6129	17.2331	-0.0723	0.0875	-0.1908
O	11.4678	9.5316	12.7224	0.2206	0.0058	0.0323
O	6.5829	5.2346	19.8169	0.0651	-0.0022	-0.0001
O	4.2573	2.3601	21.4941	0.0246	-0.0621	0.1843
O	13.3109	9.0804	19.4913	-0.0474	-0.0496	0.1002
O	15.6303	4.3944	19.6818	0.0239	0.0172	0.0058
O	9.7199	1.7273	17.9001	-0.0058	0.0403	-0.0725
O	6.6873	4.9687	15.1264	0.0301	-0.0538	-0.3532
O	4.6136	7.0147	19.3078	0.0257	0.0102	-0.0394
O	11.3042	7.4168	19.4845	0.0261	0.0071	0.0646

Results
free energy: -113897.658 eV
free energy less fixed offsets of O -569.03, Si -635.61 eV per atom: 4.302 eV
pressure: -0.60 GPa
stress xx, yy, zz, yz, xz, xy (GPa, positive in tension): 0.81, 0.54, 0.45, -0.31, 0.01, -0.21

The program warned: the cutoff lies below the one the program advises for these potential files.
